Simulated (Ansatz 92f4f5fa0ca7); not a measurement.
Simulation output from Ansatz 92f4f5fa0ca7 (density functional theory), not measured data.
Periodic cell of 221 atoms, Si132O88H1, from a study of silicon, its oxide and their interface. The atomic structure is a simulated model.
Doubt: the cutoff is far below the 930 eV that the study's wrapper takes by default for these files, so forces and energies are approximate.
This geometry differs little from another in the collection (a relaxation step or a small displacement).

Settings: functional PBE; potential files Ansatz PAW; basis plane waves; wave-function cutoff 580 eV; density cutoff ratio 5; exchange-correlation grid ratio 1; k mesh 1 x 1 x 1, Gamma-centred; self-consistency stop 5e-08 eV per atom in the density residual; occupations fixed; spin none; net charge +1 e, with a uniform compensating background and no finite-size correction.

Cell vectors (angstrom)
a	10.938	0	0
b	0	10.938	0
c	0	0	33.2601

Atoms and the computed forces on them: element, x, y, z (angstrom), force x, y, z (eV/angstrom)
Si	-0.2058	0.1877	25.6888	-0.0564	0.0399	-0.0826
Si	5.9636	-0.549	25.7127	0.1113	-0.0931	-0.1561
Si	2.8486	2.7996	25.7854	0.0342	0.0455	-0.1437
Si	8.3472	2.3149	25.8598	0.0426	-0.1017	-0.1525
Si	-0.4863	6.0107	25.6651	-0.115	0.1017	-0.1098
Si	5.3715	5.6884	25.7393	-0.0557	0.052	-0.113
Si	3.0272	7.838	25.7679	0.081	-0.0803	-0.1565
Si	8.2185	8.2252	26.0844	0.044	-0.0341	-0.1489
Si	1.4173	1.3532	27.0098	-0.0111	0.0005	-0.0103
Si	6.8646	1.1426	27.1811	0.0065	-0.001	0.0152
Si	4.2249	4.1036	27.1215	-0.0121	0.007	-0.0078
Si	9.5208	4.1253	26.9331	0.0471	0.03	-0.0095
Si	1.3283	6.7987	27.0586	0.0049	-0.0319	0.0219
Si	6.8171	6.7993	27.2385	-0.0272	0.0003	-0.015
Si	4.1862	9.4679	27.0385	-0.0036	-0.0026	-0.0225
Si	9.6827	9.6176	27.2044	0.0004	0.0291	-0.0282
Si	2.7723	-0.0374	28.4024	0.0001	-0.0063	-0.0185
Si	8.2644	-0.0616	28.5726	-0.0017	-0.0024	-0.0131
Si	0.0135	2.7671	28.3813	-0.0004	-0.0328	0.0012
Si	5.5269	2.6676	28.4667	0.0139	-0.0003	-0.0106
Si	2.7345	5.4339	28.45	0.0396	0.004	0.0132
Si	8.2248	5.4008	28.4778	-0.0231	0.01	-0.0092
Si	0.0748	8.1875	28.4979	-0.0171	0.0097	0.0001
Si	5.4676	8.1905	28.5361	-0.0072	-0.0028	-0.018
Si	4.1018	1.3673	29.8418	-0.0661	-0.1622	-0.2818
Si	9.5708	1.3673	29.8418	0.3176	0.4809	-0.0205
Si	1.3673	4.1018	29.8418	-0.0229	-0.1533	-0.1795
Si	6.8362	4.1018	29.8418	0.1517	-0.4217	0.1142
Si	4.1018	6.8362	29.8418	-0.4088	-0.1391	0.1344
Si	9.5708	6.8362	29.8418	0.1098	-0.1205	-0.1972
Si	1.3673	9.5708	29.8418	0.4677	0.1098	0.0301
Si	6.8362	9.5708	29.8418	0.0536	-0.2449	0.5834
Si	0	0	31.2091	0.1205	0.1498	-0.0474
Si	5.469	0	31.2091	-0.0057	0.0082	0.0113
Si	2.7345	2.7345	31.2091	-0.0927	-0.0482	-0.053
Si	8.2035	2.7345	31.2091	0.0146	0.0801	0.0362
Si	0	5.469	31.2091	-0.043	0.0442	-0.0095
Si	5.469	5.469	31.2091	-0.0958	-0.0408	-0.0508
Si	2.7345	8.2035	31.2091	-0.002	0.044	0.0306
Si	8.2035	8.2035	31.2091	-0.1353	-0.0326	0.016
Si	1.3673	1.3673	32.5763	0.0043	-0.0486	0.0101
Si	6.8362	1.3673	32.5763	0.0395	-0.0436	-0.0243
Si	4.1018	4.1018	32.5763	0.0186	-0.005	-0.0255
Si	9.5708	4.1018	32.5763	0.0031	-0.0391	-0.0158
Si	1.3673	6.8362	32.5763	0.0547	0.0234	-0.0288
Si	6.8362	6.8362	32.5763	0.0834	-0.0182	-0.0037
Si	4.1018	9.5708	32.5763	0.0019	-0.062	-0.027
Si	9.5708	9.5708	32.5763	0.0078	-0.0108	-0.0346
Si	2.7345	0	0.6835	0.018	-0.0148	-0.01
Si	8.2035	0	0.6835	-0.0655	0.0479	0.0139
Si	0	2.7345	0.6835	-0.032	0.0347	0.0197
Si	5.469	2.7345	0.6835	-0.0335	0.019	0.0402
Si	2.7345	5.469	0.6835	-0.0681	0.0563	0.0074
Si	8.2035	5.469	0.6835	0.0124	-0.006	-0.0011
Si	0	8.2035	0.6835	-0.0271	-0.0223	0.0396
Si	5.469	8.2035	0.6835	-0.03	0.077	0.0121
Si	4.1018	1.3673	2.0507	-0.056	-0.0947	0.0404
Si	9.5708	1.3673	2.0507	0.0744	-0.0885	-0.0571
Si	1.3673	4.1018	2.0507	0.0799	-0.0227	-0.013
Si	6.8362	4.1018	2.0507	0.0971	0.0463	0.0528
Si	4.1018	6.8362	2.0507	-0.0356	-0.0723	-0.0081
Si	9.5708	6.8362	2.0507	-0.1139	-0.022	0.0171
Si	1.3673	9.5708	2.0507	0.1584	0.1573	0.0284
Si	6.8362	9.5708	2.0507	0.035	-0.1126	-0.0366
Si	0	0	3.418	-0.0333	0.5627	-0.6431
Si	5.469	0	3.418	0.074	0.0868	0.0632
Si	2.7345	2.7345	3.418	-0.0754	0.2793	-0.1114
Si	8.2035	2.7345	3.418	-0.0294	0.0783	0.3238
Si	0	5.469	3.418	-0.1389	-0.1698	0.113
Si	5.469	5.469	3.418	-0.1458	0.1546	0.3062
Si	2.7345	8.2035	3.418	0.2662	-0.0323	0.0147
Si	8.2035	8.2035	3.418	-0.5047	-0.3002	-0.5275
Si	1.2653	1.4871	4.7519	-0.0532	-0.0416	-0.0009
Si	6.8105	1.3906	4.8135	0.0164	0.0146	0.0281
Si	4.1079	4.069	4.8198	-0.0015	0.0669	0.0301
Si	9.5222	4.1494	4.8506	-0.0206	-0.0365	-0.0159
Si	1.3538	6.8448	4.7573	0.0005	0.0033	-0.0135
Si	6.7889	6.8984	4.827	-0.0125	-0.022	-0.0089
Si	4.1268	9.5727	4.7966	-0.0125	-0.0113	0.0059
Si	9.5352	9.5977	4.6381	0.0061	0.0577	-0.0035
Si	2.631	0.0331	5.9412	0.032	0.0274	0.0031
Si	8.2656	-0.0043	6.0351	-0.002	-0.005	0.0216
Si	-0.0804	2.8194	6.3125	0.0028	0.0533	-0.0177
Si	5.4525	2.6974	6.2941	-0.0269	-0.0294	-0.0311
Si	2.7458	5.5474	6.1548	-0.0276	-0.0453	-0.0604
Si	8.101	5.4863	6.2176	-0.0465	-0.0167	-0.0207
Si	-0.099	8.2404	5.947	0.038	-0.0396	-0.0144
Si	5.519	8.3279	6.3154	0.0444	0.0322	0.0237
Si	3.6626	1.5299	7.3673	-0.0111	-0.035	0.0848
Si	9.7962	1.0453	7.4673	0.003	-0.1258	0.0436
Si	1.6069	4.0031	7.5505	0.4057	-0.4431	-0.5607
Si	6.5294	4.3659	7.63	-0.0244	0.061	0.0893
Si	4.3274	6.6707	7.4867	0.053	-0.0526	0.1027
Si	9.3466	7.1246	7.3272	-0.0593	0.0911	0.1321
Si	1.0624	9.8033	7.1876	-0.0259	0.031	0.2265
Si	7.2696	9.4758	7.5794	0.0928	0.0139	0.005
O	1.8559	3.9091	25.0797	0.0194	-0.037	0.0619
O	7.1463	9.2632	25.2763	-0.0732	0.0688	0.1607
O	2.726	2.8344	7.8467	-0.3133	0.327	-0.0585
O	8.3419	8.257	8.0545	-0.049	0.0083	-0.0984
O	5.3822	5.504	7.9842	0.0317	-0.0123	-0.0844
O	0.0519	-0.024	7.8957	0.0627	-0.0492	-0.138
O	4.1736	6.7367	25.2253	-0.0363	0.0292	0.1892
O	9.5422	1.2881	25.2694	0.0005	0.0159	0.1884
O	1.7458	8.9299	8.3786	-0.0108	0.0001	0.0397
O	1.363	4.5939	9.3321	-0.0225	0.1131	0.4705
O	9.0004	1.3474	8.8847	0.0342	0.0366	-0.0254
O	6.9736	10.494	8.8887	-0.0234	-0.0812	-0.03
O	3.6761	0.6663	8.8045	-0.0105	0.0576	-0.0573
O	3.6327	7.1501	8.9051	-0.0855	0.0368	0.0151
O	7.0598	3.8869	9.1399	0.0186	0.0354	-0.0927
O	10.3588	6.3389	8.4135	0.2097	-0.1906	0.0976
O	3.8206	2.142	24.6167	-0.0187	-0.0271	0.107
O	5.4097	0.026	24.2611	-0.0001	0.0009	0.094
O	7.2303	2.6952	24.6772	0.0044	-0.0177	0.1044
O	11.1121	5.7002	24.1775	-0.0071	0.0051	0.0765
O	9.278	7.1588	25.2976	0.0041	-0.0099	0.1782
O	2.3201	8.4579	24.4127	-0.002	0.0097	0.0878
O	6.224	5.1464	24.4107	-0.0141	0.0103	0.0809
O	0.3828	10.3465	24.3339	0.0027	0.018	0.0772
Si	2.447	8.0654	9.5282	0.1327	0.2519	-0.1041
Si	11.0692	6.766	14.3725	0.0133	0.0667	0.1542
Si	0.0169	-5.1571	17.1651	0.016	0.0146	0.1568
Si	4.158	0.8774	23.6384	0.0288	0.0427	-0.0712
Si	7.4448	-2.0255	20.2814	-0.0356	0.0071	0.0733
Si	8.3045	0.8002	21.1785	-0.0526	0.0047	-0.0068
Si	1.7255	9.7355	23.5921	-0.0308	-0.0117	-0.0458
Si	10.5226	9.5021	14.3825	0.005	-0.0009	0.0761
Si	3.9386	9.8175	11.7203	0.0388	-0.1004	0.183
Si	4.9514	16.1546	12.0153	0.1909	0.1246	0.2245
Si	6.9476	1.7962	16.7312	0.0033	-0.0272	0.1136
Si	4.6438	7.4615	20.1825	-0.0105	0.0086	0.0563
Si	13.2684	8.554	14.0802	0.015	0.0251	0.0994
Si	3.7498	1.5015	10.2064	0.1779	-0.1133	0.0883
Si	7.929	11.4808	9.8307	0.0558	-0.0629	0.0932
Si	1.7395	8.3585	20.7264	0.0116	-0.0745	-0.0436
Si	2.5515	-5.421	21.2062	-0.0029	0.0601	-0.1051
Si	2.216	3.9931	10.8173	0.3254	-0.2114	0.7318
Si	8.2851	4.377	17.4747	-0.0023	-0.0245	0.1566
Si	6.9623	3.917	23.616	0.029	0.0373	-0.105
Si	12.6406	3.6249	18.7801	-0.0265	-0.0143	0.1193
Si	6.3554	3.0913	10.3893	-0.0667	-0.0157	0.1236
Si	4.551	2.9646	18.3397	0.0066	0.0135	0.1262
Si	7.9554	-0.2649	14.9719	-0.0108	-0.0187	0.089
Si	10.5169	4.6429	12.2367	-0.1694	-0.0866	0.3055
Si	-1.3505	3.1227	22.5035	-0.0294	-0.0121	-0.1577
Si	6.2493	7.9089	12.2532	0.0339	0.03	0.1464
Si	8.5928	9.6174	12.2439	-0.0087	-0.0335	0.1715
Si	5.5726	2.3202	21.3179	0.0687	-0.0188	-0.0961
Si	12.0296	4.4201	23.7447	0.0378	-0.0398	-0.0678
Si	9.8865	2.6768	19.6227	0.0351	-0.0017	0.0813
Si	11.2157	5.9604	9.7122	-0.4143	0.4387	0.1367
Si	-5.3122	5.8677	17.6174	-0.0454	0.0056	0.1225
Si	-0.8532	-2.6085	18.9911	0.0229	0.0173	0.118
Si	8.0201	10.108	17.68	-0.0184	-0.03	0.1097
Si	4.8177	6.7991	14.631	0.0156	0.0185	0.133
O	7.6449	10.262	13.4312	0.0058	0.0142	-0.0453
O	7.0068	9.5508	18.8305	0.0199	0.0125	-0.0438
O	7.8447	8.1684	11.9532	0.0051	0.0155	-0.0607
O	-1.5732	1.1564	19.9666	0.0024	0.0063	-0.0176
O	4.5724	5.4924	13.6036	-0.0276	-0.0254	-0.1135
O	7.5262	9.6291	16.1779	0.009	0.0239	-0.0761
O	-1.4104	-1.398	18.0151	-0.0134	0.0151	-0.0485
O	4.8853	13.5547	9.8964	-0.0615	0.0055	-0.0043
O	5.4495	9.2261	11.7106	-0.0539	0.0295	-0.0792
O	1.3057	7.1033	10.2223	-0.0613	-0.2887	-0.1057
O	7.0897	1.1105	15.2331	0.0052	0.0028	-0.0372
O	8.487	4.2176	23.0628	-0.0103	0.016	0.0825
O	5.6631	6.5903	11.4619	-0.0597	-0.0455	-0.0721
O	1.507	6.7588	20.9977	-0.0017	0.0074	0.0326
O	-2.1269	7.9952	20.0195	0.0211	0.0029	-0.0438
O	10.1493	9.5589	12.7651	-0.0276	0.0068	-0.0514
O	15.7589	4.4863	17.853	0.0045	0.0048	-0.0509
O	6.0615	8.1291	20.7936	0.0132	0.0032	-0.0175
O	2.8243	-0.0198	23.5477	-0.0119	-0.0075	0.0276
O	3.1789	9.5485	13.1233	-0.0067	-0.006	-0.0872
O	6.019	3.5215	22.3391	0.0026	0.023	0.1
O	9.9699	3.5598	20.988	-0.0164	-0.0053	0.0308
O	2.2739	4.3235	20.1376	-0.0047	-0.0118	-0.0083
O	-5.8918	6.9924	18.6565	0.0091	-0.0305	-0.0669
O	0.55	-2.1148	19.6936	-0.0357	0.017	-0.0317
O	8.6622	10.5195	10.9076	-0.0309	0.0662	-0.1403
O	11.6819	6.2449	15.782	0.0082	-0.0156	-0.0723
O	12.0831	4.1924	12.0212	0.119	0.0162	-0.3763
O	9.6292	10.6896	15.0874	0.0071	-0.0042	-0.0483
O	10.335	5.5705	13.5545	-0.0035	-0.0517	-0.1592
O	0.449	2.5923	18.9943	0.014	0.013	-0.0472
O	4.0312	11.4171	11.4328	-0.0334	0.0928	-0.0945
O	1.3638	7.3669	13.4454	0.0072	-0.0058	-0.051
O	12.1347	9.5747	14.7584	-0.0042	-0.0095	-0.0569
O	7.2306	5.576	17.8621	0.0183	0	-0.0363
O	3.4684	-3.2285	14.9198	0.0038	-0.0029	-0.065
O	12.081	4.8405	17.8545	-0.031	0.0335	-0.0775
O	11.0059	3.2109	23.3093	-0.0023	0.0098	0.0582
O	5.9539	18.6365	13.8541	-0.0092	0.0009	-0.0627
O	2.2344	4.8431	22.6597	-0.0255	-0.0199	0.0815
O	6.8735	1.4847	20.8424	-0.0099	0.0072	0.0074
O	5.3816	-4.6056	16.0716	0.0046	0.0051	-0.0696
O	1.4563	-1.6883	22.0638	-0.0053	0.0329	0.11
O	-2.1399	3.5116	18.7494	-0.027	0.034	-0.0599
O	9.5946	4.982	16.7287	0.0034	0.0054	-0.0839
O	9.5653	3.3298	12.3417	0.0348	0.0923	-0.035
O	4.5202	1.3745	22.1279	-0.0487	-0.0552	0.1641
O	3.3268	-2.44	20.1977	0.0238	0.0045	0.0014
O	2.9347	2.7454	18.1426	-0.0015	-0.0121	-0.0635
O	3.5626	4.8446	11.1842	-0.3402	-0.0961	-0.288
O	6.0623	4.016	11.7326	0.0055	-0.0446	-0.1081
O	10.0272	7.9743	14.7748	0.0052	-0.0152	-0.0542
O	-6.0333	2.8485	19.9337	0.0067	-0.0013	-0.0242
O	7.8965	11.7551	17.6599	-0.011	0.0085	-0.0581
O	7.9844	-0.8103	21.2887	0.0025	-0.0017	-0.002
O	4.0856	6.1423	21.039	0.0089	-0.003	0.0189
O	8.9601	1.5814	22.4842	0.0255	0.0242	0.0316
O	2.434	2.4014	10.6154	-0.1788	0.2771	-0.1387
O	18.472	3.3013	16.5067	0.0013	-0.0039	-0.0729
O	3.028	9.0817	10.615	-0.0697	-0.1124	-0.0788
O	10.1851	5.5042	10.873	0.2188	-0.0576	-0.2313
O	7.1655	1.7089	10.6982	0.004	-0.0266	-0.0566
O	10.4904	-3.9349	18.1329	0.0021	-0.0464	-0.0683
O	5.4481	1.9307	17.4101	0.0275	-0.015	-0.0746
H	8.8529	3.3357	13.0002	0.0461	-0.0101	0.0054

Results
free energy: -133980.293 eV
free energy less fixed offsets of H -15.97, O -568.88, Si -635.61 eV per atom: -2.363 eV

The program warned: the cutoff lies below the one the program advises for these potential files; the exchange-correlation potential is rough where the density is thin.
